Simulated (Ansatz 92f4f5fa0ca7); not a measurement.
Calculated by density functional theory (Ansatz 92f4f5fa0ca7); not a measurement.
Periodic cell of 259 atoms, Si144O115, from a study of silicon, its oxide and their interface. The atomic structure is a simulated model.
Doubt: the cutoff is far below the 930 eV that the study's wrapper takes by default for these files, so forces and energies are approximate.

Settings: functional PBE; potential files Ansatz PAW; basis plane waves; wave-function cutoff 580 eV; density cutoff ratio 5; exchange-correlation grid ratio 1; k mesh 1 x 1 x 1, Gamma-centred; self-consistency stop 5e-08 eV per atom in the density residual; occupations fixed; spin none; net charge 0.

Cell vectors (angstrom)
a  10.938  0  0
b  0  10.938  0
c  0.5377  -2.6371  36.8923

Atoms and the computed forces on them: element, x, y, z (angstrom), force x, y, z (eV/angstrom)
Si  5.4058  6.2616  30.8031  0.0173  0.0136  -0.0055
Si  9.2641  10.1561  30.7581  -0.0017  0.0038  0.0162
Si  6.3349  1.7743  30.8576  -0.0277  -0.016  -0.0161
Si  8.5406  3.9831  30.9797  0.0147  0.0321  -0.0156
Si  1.0736  7.4925  30.8545  0.0098  0.0125  0.0474
Si  2.8205  9.2624  30.7713  -0.0292  -0.0242  0.0509
Si  10.1399  13.666  32.1162  0.0254  -0.0242  0.0228
Si  3.6396  4.6001  31.0255  0.0037  0.0087  0.0431
Si  4.59  8.2125  31.9733  0.0142  -0.0133  0.0007
Si  7.4679  11.0359  32.0648  0.0059  -0.0118  0.0104
Si  4.6895  2.8567  32.1796  -0.0165  -0.0091  0.0165
Si  7.2579  5.5509  32.156  -0.0163  0.0128  0.0072
Si  10.1656  8.3724  32.05  0.0091  -0.0007  0.0003
Si  12.7573  10.9953  32.0286  -0.008  0.0124  0.0102
Si  10.9536  11.8881  30.7109  0.0041  0.0063  0.0065
Si  1.9306  5.6944  32.1771  0.0058  -0.0034  -0.0002
Si  3.2928  6.9969  33.5617  -0.0022  0.0041  0.0102
Si  6.0142  9.6222  33.3229  -0.0118  0.0104  0.0061
Si  3.2388  12.3754  33.3851  0.014  -0.0073  0.0038
Si  6.0185  4.1796  33.6059  0.0001  -0.0002  0.0161
Si  8.729  6.9721  33.374  0.0092  -0.0066  0.0045
Si  11.4697  9.6837  33.5253  0.0047  0.0035  0.0056
Si  8.7527  12.3832  33.5371  0.0099  0.0058  0.0133
Si  11.4955  4.1975  33.412  -0.0107  0.0102  0.0065
Si  4.6329  5.5784  34.8879  0.0087  0.0014  -0.0058
Si  7.3702  8.3109  34.791  0.0027  -0.0045  0.0112
Si  4.6412  11.0062  34.7578  -0.0077  -0.0022  0.0116
Si  7.3968  13.7488  34.8961  -0.007  0.0001  0.0107
Si  10.0912  5.5678  34.7762  -0.0053  -0.0051  0.0139
Si  12.8343  8.3278  34.8848  -0.0027  -0.0069  0.002
Si  10.1119  11.0309  34.8839  0.0031  0.0061  -0.0063
Si  12.8532  2.8289  34.8053  -0.0017  -0.0021  0.0086
Si  6.0067  6.9336  36.2063  0.2117  0.162  0.0496
Si  8.7412  9.6681  36.2063  -0.1967  -0.103  0.04
Si  6.0067  12.4026  36.2063  -0.2114  -0.3566  -0.1505
Si  8.7412  4.1991  36.2063  0.204  0.1832  0.0265
Si  11.4757  6.9336  36.2063  -0.1747  -0.1622  -0.1776
Si  3.2722  9.6681  36.2063  0.1977  0.2233  0.0074
Si  11.4757  1.4646  36.2063  0.1239  0.1735  0.0552
Si  3.2722  4.1991  36.2063  -0.1302  -0.1278  0.0851
Si  4.1018  10.938  0.6813  -0.0279  0.1403  -0.0193
Si  6.8362  13.6725  0.6813  -0.1243  0.0065  0.0063
Si  4.1018  16.407  0.6813  0.0246  -0.0975  -0.0092
Si  6.8362  8.2035  0.6813  0.1177  -0.0611  -0.0152
Si  9.5708  10.938  0.6813  -0.006  -0.1492  -0.009
Si  1.3673  13.6725  0.6813  0.1904  0.0152  -0.0208
Si  9.5708  5.469  0.6813  -0.0019  0.1613  0.0032
Si  12.3052  8.2035  0.6813  -0.178  -0.0031  -0.013
Si  2.7345  9.5708  2.0485  -0.1817  0.2293  -0.1225
Si  5.469  12.3052  2.0485  -0.1904  0.1433  0.0545
Si  2.7345  15.0397  2.0485  0.1857  -0.3307  -0.027
Si  5.469  6.8362  2.0485  0.2613  -0.1852  -0.0928
Si  8.2035  9.5708  2.0485  0.1773  -0.2064  0.055
Si  10.938  12.3052  2.0485  0.2401  -0.2041  -0.1262
Si  8.2035  15.0397  2.0485  -0.2896  0.2134  -0.131
Si  10.938  6.8362  2.0485  -0.252  0.3121  -0.071
Si  4.1165  8.2209  3.3494  -0.007  -0.003  0.0115
Si  6.837  10.9369  3.3727  0.0062  -0.002  0.0035
Si  4.096  13.657  3.4833  0.0044  0.0074  -0.0109
Si  6.827  5.4597  3.4679  -0.0017  -0.0034  -0.0005
Si  9.5672  8.2066  3.4818  -0.0008  0.0007  -0.0107
Si  1.3679  10.9364  3.4671  0.001  0.002  0.0005
Si  9.5696  13.6727  3.3437  -0.0021  -0.0091  0.0168
Si  1.3762  16.42  3.3358  0.0004  -0.0007  -0.0018
Si  5.4637  9.5724  4.7125  0.0016  -0.0025  -0.0004
Si  8.2136  12.3108  4.6822  -0.0071  0.0094  -0.0232
Si  5.4614  15.0307  4.8838  -0.0172  -0.003  -0.0003
Si  8.1826  6.8273  4.872  0.0016  0.0083  -0.0031
Si  0.0068  9.5872  4.8805  -0.0015  -0.0177  -0.0018
Si  2.7302  12.2773  4.9004  0.0119  0.01  0.0021
Si  10.9257  15.0699  4.6323  -0.0058  0.0057  0.0002
Si  2.7605  6.8311  4.6385  -0.0033  -0.0038  0.0025
Si  4.1415  10.8347  6.224  -0.0056  -0.0083  0.0042
Si  6.8915  13.602  6.1454  0.014  0.0121  0.0022
Si  4.0274  5.5324  6.1325  0.0166  0.0085  -0.0128
Si  6.7356  8.2048  6.1659  -0.0081  -0.0028  0.0075
Si  -1.4228  11.0105  6.169  0.0156  0.0112  0.0149
Si  1.2757  13.7549  6.0772  -0.0011  -0.0063  -0.0033
Si  9.591  5.3899  6.1264  -0.0045  -0.0061  0.0035
Si  1.4409  8.1125  6.0878  0.0086  0.0182  0.0003
Si  3.237  8.9455  7.3892  0.0119  -0.0055  0.0106
Si  5.9974  11.7684  7.3652  -0.0043  -0.0091  -0.0403
Si  2.211  4.5913  7.3183  0.0017  -0.0093  0.0042
Si  4.9776  7.2493  7.4833  -0.0119  0.0158  0.0035
Si  7.7097  9.9945  7.3197  -0.0103  -0.0027  -0.0273
Si  -0.539  12.9191  7.3268  -0.0151  0.0022  -0.0004
Si  0.4836  6.3189  7.2795  0.0037  -0.011  -0.025
Si  8.6184  14.6088  7.4394  -0.0006  0.0029  0.0008
Si  7.3893  11.3322  15.3492  -0.0052  -0.0014  0.0268
Si  4.7366  6.5028  25.9335  0.0051  0.0015  -0.006
Si  8.8725  4.9341  28.1361  0.0068  -0.0035  0.0055
Si  6.7893  12.555  10.1336  0.0065  0.0007  0.0038
Si  8.3251  3.1041  23.892  -0.0037  -0.0059  -0.0194
Si  2.1495  4.365  19.0194  -0.0071  0.0012  -0.0082
Si  6.9689  10.4997  12.2869  0.0074  0.0004  0.0063
Si  11.3199  12.3199  28.3604  -0.0036  0.0115  -0.013
Si  7.9143  4.3757  9.6368  0.0008  -0.0127  -0.0018
Si  0.9403  1.533  22.543  0.0047  0.0012  -0.0329
Si  1.5075  13.7695  11.729  -0.0161  -0.0249  0.0117
Si  3.448  9.7304  14.0344  -0.011  0.0023  0.0165
Si  2.2316  3.8627  28.2383  -0.0048  -0.0129  0.0092
Si  0.5681  11.6207  9.9379  0.0193  0.0131  0.0088
Si  1.354  9.9382  18.5562  -0.0038  -0.0004  0.0051
Si  10.7023  7.6989  21.5355  0.0081  -0.0026  -0.0283
Si  7.4102  10.6093  20.0152  0.0061  0  -0.012
Si  10.0181  3.578  18.6211  0.0083  -0.0041  0.0087
Si  2.622  9.4305  9.5909  -0.0033  0.0062  0.0025
Si  3.8127  3.5686  25.7783  -0.0085  -0.0055  0.0096
Si  5.9633  11.5714  27.9439  0.0012  0.0001  0.0173
Si  8.6588  2.061  26.7734  0.0042  -0.0042  -0.0088
Si  5.3668  2.3777  23.5823  0.0001  -0.0014  -0.0278
Si  5.1248  12.0694  18.5485  0.006  0.0068  0.0116
Si  9.3181  1.873  21.0844  -0.0086  -0.0105  -0.0222
Si  9.4787  8.666  18.8282  -0.0063  0.0093  -0.0082
Si  1.5701  4.2874  23.7825  -0.0014  -0.0088  -0.0188
Si  7.8451  9.1293  28.1564  -0.0017  -0.0058  -0.0025
Si  0.5902  6.482  27.8305  -0.0144  -0.0109  0.0083
Si  6.2943  6.5787  28.6417  0.0034  0.0014  -0.0018
Si  5.4068  6.2353  9.6428  0.0006  0.0211  -0.0013
Si  3.5796  12.6396  13.8258  0.0025  0.0009  0.0222
Si  5.2997  9.5994  16.644  0.0004  -0.0036  0.0285
Si  2.1655  8.2598  25.85  -0.0056  0.002  -0.0079
Si  8.8889  8.5001  25.1555  -0.0079  0.0062  0.014
Si  8.7838  6.124  17.1843  -0.0014  0.0063  0.0147
Si  5.3148  10.4152  22.3212  -0.0047  -0.0042  -0.0348
Si  6.2312  8.0703  23.676  0.0043  -0.0001  -0.0304
Si  2.3806  7.3828  19.8656  0.0022  -0.0028  -0.0164
Si  5.264  6.8232  20.9333  0  -0.0006  -0.0177
Si  11.2447  9.7068  23.8453  -0.006  0.0128  -0.0209
Si  5.9498  14.0585  14.8848  -0.0033  0.0092  0.0176
Si  3.0074  11.3918  20.7379  0.0005  -0.0014  -0.0167
Si  4.5026  14.9335  17.3943  -0.0026  0.0052  0.018
Si  8.7915  10.4264  10.0171  0.0093  -0.0033  -0.0014
Si  4.63  8.5464  11.6714  -0.012  0.0034  0.0139
Si  2.865  4.5755  9.5808  0.0008  0.0013  0.011
Si  9.9681  12.8405  15.8887  0.0013  -0.0015  0.0212
Si  3.0606  10.5604  27.804  0.014  0.013  -0.0118
Si  5.881  6.7566  18.0586  -0.0007  -0.0013  0.0004
Si  9.945  5.8663  23.8788  0.0061  0.0081  -0.0154
Si  0.9028  6.9296  10.2322  -0.0085  0.0056  -0.0015
Si  8.7714  4.4792  14.5306  -0.0027  0.0094  0.0189
Si  3.7062  4.2535  21.6532  0.0026  -0.0041  -0.0257
Si  10.1775  5.0747  11.8004  -0.0143  0.0037  0.0134
Si  1.7857  11.3265  15.7059  -0.0045  0.0005  0.0215
O  8.7856  2.127  25.1336  -0.0011  0.0039  0.0082
O  2.193  5.9823  19.0735  -0.0021  0.0007  0.013
O  9.2988  4.6861  29.6935  -0.0029  0.0084  -0.0116
O  0.604  7.1329  29.3154  -0.0077  -0.0174  -0.0469
O  0.9484  7.6414  26.7468  0.0105  0.0073  0.0008
O  3.8609  10.3087  21.5978  0.01  0.001  0.0152
O  2.8903  3.9314  29.7114  -0.0123  -0.0034  -0.0307
O  5.7054  12.226  8.9535  -0.0064  0.0125  0.0308
O  1.9971  10.9435  9.5627  -0.0238  0.0017  0.0067
O  6.9842  5.744  9.6453  0.0004  -0.0074  0.01
O  10.0229  6.4589  22.3536  0.0003  -0.0021  0.0265
O  6.7083  3.2349  23.872  0.0065  -0.0004  0.0135
O  5.2487  9.3578  23.556  -0.0003  -0.0052  0.019
O  10.8304  6.5491  11.4649  -0.0048  -0.0144  0.0069
O  0.6227  3.8405  19.0509  -0.015  -0.0061  -0.0019
O  0.7253  11.2619  23.613  -0.0026  -0.011  0.0182
O  2.4802  14.1983  10.4797  -0.0014  0.0059  -0.0081
O  4.983  14.9502  15.8471  0.0086  -0.0053  -0.0116
O  1.7549  5.337  27.7324  -0.0053  0.0082  0.0067
O  6.5366  12.7096  15.6121  0.0032  -0.004  -0.0099
O  6.9871  14.1494  10.3555  -0.0006  0.0159  -0.0032
O  3.2448  9.7982  29.2475  0.0124  0.0145  -0.0346
O  7.1352  12.4514  27.1583  0.0005  0.0001  0.0046
O  8.8523  3.5789  27.2748  -0.003  0.0023  0.01
O  1.8098  10.7665  17.2335  0.0002  0.006  -0.0115
O  3.0361  12.3662  15.3717  0.0066  0.0022  -0.0094
O  5.1612  6.8663  27.4777  -0.0048  -0.0027  -0.0026
O  5.7037  11.8393  23.0026  0.0015  0.0031  0.0158
O  6.2489  6.9633  19.6391  -0.0044  0.0023  0.0055
O  3.5531  8.5093  12.9356  0.0013  -0.0018  -0.006
O  2.1181  8.5013  18.6973  -0.0016  -0.0006  0.0059
O  4.0223  12.1428  19.733  -0.003  -0.0047  0.0059
O  2.4211  13.4399  13.0242  -0.0022  0.0029  -0.0061
O  4.8636  5.4747  18.0032  0.0072  0.0003  -0.0003
O  9.25  5.1425  13.1292  0.0104  -0.001  -0.0156
O  8.267  11.958  9.7001  -0.012  0.0044  0
O  2.945  3.7556  20.3045  0.0028  0.0017  0.0196
O  5.8366  7.1003  24.9047  -0.0041  -0.0041  0.0142
O  10.0136  13.4486  17.394  -0.0059  0.005  -0.0054
O  6.803  10.0677  16.1951  0.0051  0.0052  -0.0095
O  2.378  3.8329  25.0922  0.0094  0.0118  -0.0008
O  6.4313  10.008  21.182  -0.0012  0.0045  0.02
O  0.8903  2.9387  28.2241  0.0121  0.0059  0.0093
O  0.1244  12.719  8.8328  0.0188  -0.0236  0.0143
O  9.505  7.0105  24.9374  0.006  -0.0073  0.0032
O  6.6017  11.6824  19.1007  -0.005  -0.0028  0.0056
O  7.3234  5.45  28.041  0.0028  0.0044  0.0101
O  9.7827  7.8813  20.2167  0.0085  0  0.0193
O  4.4094  9.3755  15.3027  -0.006  0.0004  -0.0122
O  9.4212  7.5769  17.5986  0.0005  -0.0039  0.0022
O  4.8772  5.2821  21.2343  0.0035  0.0088  0.0102
O  4.4828  4.8644  9.6799  0.0067  -0.0044  -0.0001
O  5.9601  9.2359  12.2994  0.0057  -0.0005  -0.0048
O  0.0701  6.772  8.8329  -0.0034  0.0047  0.0256
O  7.7162  8.6461  24.0244  -0.0008  0.001  0.0095
O  10.0206  5.9252  27.5322  0.0092  -0.0018  0.0149
O  8.1452  9.4669  8.8625  0.0129  -0.0059  0.0223
O  6.3399  11.7972  11.5031  -0.0057  -0.0027  0.0063
O  9.9945  9.669  24.8925  0.0047  -0.003  0.0056
O  7.4497  2.8953  30.3695  -0.0085  -0.0119  -0.0094
O  7.2788  7.8451  28.97  -0.0023  0.0018  0.0008
O  1.5425  8.4244  10.3414  0.004  0.0046  0.0028
O  4.4056  11.4394  27.413  -0.0018  -0.001  0.0073
O  2.927  9.4568  26.6277  -0.0084  -0.0129  0.0017
O  5.3134  8.1726  17.45  0.0015  0.0047  -0.0023
O  10.7397  9.0563  22.4362  0.0028  -0.0042  0.0212
O  9.9266  12.1538  27.4459  -0.0083  0  0.0045
O  7.1766  6.2925  17.2187  0.0043  -0.0012  0.0035
O  2.5734  4.9025  22.646  -0.0058  -0.0025  0.0271
O  2.1599  5.8932  10.2597  0.0056  -0.0068  0.0021
O  11.4563  5.412  24.2723  -0.0044  0.0033  0.009
O  8.6034  11.4093  20.737  0.0007  0.015  0.0088
O  3.2702  7.098  25.5504  -0.0034  0.0012  0.0121
O  0.4364  12.1773  15.441  0.006  0.0006  -0.002
O  0.6879  12.4024  11.3595  0.0048  0.0052  -0.0219
O  3.8592  7.5854  20.5399  0.0056  -0.0031  0.0119
O  9.1055  5.6136  15.6662  0.0005  -0.0092  -0.0114
O  3.9985  9.4721  10.4847  -0.0002  -0.0029  -0.0036
O  5.7326  12.1312  29.4534  0.0026  -0.0092  0.0039
O  2.4107  12.3865  21.873  -0.0021  -0.0016  0.0201
O  10.8654  12.408  21.2898  0.0007  0.0022  0.0206
O  1.951  10.0475  14.6607  0.0037  -0.0023  -0.0074
O  8.7398  2.4547  22.4721  0.0016  0.0026  0.0169
O  3.902  11.1252  13.2614  0.0054  -0.0003  -0.0066
O  10.4078  10.4166  9.9819  0.0077  0.001  0.0038
O  4.941  13.5364  13.7107  -0.0056  -0.0013  -0.0108
O  1.7711  10.7574  19.901  0.0053  0.0014  0.0067
O  1.3023  7.4211  21.0829  -0.0165  0.0023  0.0153
O  9.266  4.6098  10.5271  0.0009  0  0.0056
O  4.754  4.8928  25.7108  -0.0073  -0.0038  0.0079
O  7.179  15.0191  14.3964  0.0014  -0.0028  -0.0038
O  2.8862  14.7935  17.6432  0.0008  -0.0053  -0.0008
O  6.1128  7.3171  22.232  0.0011  0.0012  0.0243
O  0.7551  2.9766  23.2621  0.0061  0.0187  0.0227
O  9.3037  4.9833  18.2234  0.0013  -0.0027  -0.0043
O  4.6904  10.8481  17.5308  0.0046  -0.0023  -0.0041
O  9.5935  14.0359  14.8395  0.0007  -0.002  0.002
O  8.4173  8.6903  26.7  0.0033  -0.0061  -0.007
O  5.237  2.6756  18.0305  0.0005  -0.0019  -0.0025
O  8.9229  4.6141  23.9964  0.0038  -0.0042  0.0101
O  9.1862  2.9634  19.8806  0.0089  -0.0031  0.004
O  4.4772  3.0752  22.4301  0.0054  -0.0001  0.0243
O  8.9023  11.6107  15.8478  0.0058  0.0072  -0.0081
O  6.5423  10.0604  27.9262  -0.0055  0.0189  0.0055
O  10.6724  9.7347  18.4953  0.0061  -0.0032  0.005
O  0.4437  14.947  12.0695  0.0074  -0.0028  -0.005
O  7.3812  10.9498  13.7763  -0.002  -0.0008  -0.0087
O  8.3126  9.9885  11.5036  -0.0131  0.0029  0.0128
O  4.5528  2.3349  25.0071  -0.0021  0.0026  0.012
O  1.5536  8.8384  24.4502  0.0019  -0.0036  0.0174
O  3.4416  3.2456  27.3257  -0.0015  0.0049  -0.0091
O  8.9542  9.8158  29.1403  -0.0057  -0.0059  -0.0088
O  5.0523  7.1058  11.0116  0.0002  -0.0016  -0.0058
O  8.0565  9.4541  19.0477  -0.0008  0.0011  0.0067
O  1.6437  11.4034  27.8137  0.0121  -0.0022  0.0084

Results
free energy: -156954.776 eV
free energy less fixed offsets of O -568.88, Si -635.61 eV per atom: -5.736 eV

The program warned: the cutoff lies below the one the program advises for these potential files; the exchange-correlation potential is rough where the density is thin.
